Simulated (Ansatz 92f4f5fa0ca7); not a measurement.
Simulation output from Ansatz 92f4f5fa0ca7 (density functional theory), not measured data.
Periodic cell of 186 atoms, Si104O82, from a study of silicon, its oxide and their interface. The atomic structure is a simulated model.

Settings
functional: r2SCAN
potential files: Ansatz norm-conserving
basis: plane waves
wave-function cutoff: 1300 eV
density cutoff ratio: 4
exchange-correlation grid ratio: 1
k mesh: 2 x 2 x 1, shifted by 0.5 0.5 0.5 of a step
self-consistency stop: 5e-08 eV per atom in the density residual
occupations: Fermi-Dirac, 0.05 eV
spin: none
net charge: 0

Cell vectors (angstrom)
a 11.5403 0 0
b 0 11.5403 0
c 0.6436 -1.7408 27.0739

Atoms: element, x, y, z (angstrom)
Si 2.5527 7.9693 -0.1877
Si 2.3438 1.8928 0.1065
Si 2.4324 4.8987 0.4227
Si 6.333 -2.1506 0.1557
Si 6.2894 0.9838 0.6142
Si 6.3703 4.0149 0.1532
Si 10.178 -2.259 0.0423
Si 10.1056 0.8842 0.556
Si 9.9232 3.8999 0.0289
Si 4.3696 -2.8909 1.3012
Si 4.1993 1.0933 1.5595
Si 4.4769 4.7625 1.5039
Si 8.2554 -2.8237 1.3632
Si 8.2083 0.9638 1.8706
Si 8.2061 4.5445 1.5183
Si 12.1424 -2.8809 1.2471
Si 12.137 1.1192 1.6171
Si 11.8557 4.7631 1.3754
Si 4.2242 -0.966 2.7536
Si 4.3369 2.9655 2.9744
Si 4.4804 6.7243 2.7765
Si 8.2401 -1.0674 2.9207
Si 8.2244 2.9125 3.1133
Si 8.2276 6.6367 2.6947
Si 12.1882 -0.9734 2.7302
Si 12.0117 3.0214 2.9476
Si 11.935 6.7097 2.7019
Si 2.417 -0.9913 4.2155
Si 2.3925 3.0272 4.2969
Si 2.4057 6.632 4.0673
Si 6.2325 -0.9464 4.1269
Si 6.2571 2.9505 4.365
Si 6.3664 6.6606 4.1829
Si 10.236 -1.0199 4.1442
Si 10.1694 2.9642 4.3924
Si 10.0874 6.6484 4.1764
Si 2.3241 -2.9935 5.4166
Si 2.4427 0.9935 5.466
Si 2.4021 4.8749 5.7626
Si 6.3161 -2.8928 5.4037
Si 6.3081 0.9652 5.547
Si 6.3062 4.8298 5.7994
Si 10.1524 -2.9609 5.4841
Si 10.1701 0.9195 5.4778
Si 10.1285 4.849 5.8282
Si 4.3186 -2.8743 6.5824
Si 4.3552 1.0523 6.8355
Si 4.3507 4.8309 7.1552
Si 8.2167 -2.9317 6.8015
Si 8.2861 1.0425 6.8592
Si 8.2142 4.8116 7.2954
Si 12.0025 8.4436 6.9123
Si 12.0735 0.8662 6.805
Si 12.0434 4.8313 7.2665
Si 4.3203 -0.9779 7.876
Si 4.4385 2.7447 8.5266
Si 4.2668 7.0009 8.1301
Si 8.2824 -0.9492 7.9677
Si 8.3488 2.7145 8.6196
Si 8.1327 6.938 8.4738
Si 12.0387 -1.099 8.047
Si 12.1205 2.6059 8.3181
Si 11.8793 6.8185 8.7222
Si 2.4709 -1.0669 9.2463
Si 2.4584 2.0074 9.6623
Si 2.4748 7.4503 9.6044
Si 6.28 -0.9055 9.0905
Si 6.3697 2.0597 9.8466
Si 6.0862 7.6699 9.4682
Si 10.1282 -1.0103 9.3789
Si 10.416 2.0584 9.8812
Si 9.8068 7.5026 10.0928
Si 8.3996 6.0239 12.616
Si 4.9238 3.5475 19.5426
Si 0.9047 2.6511 12.1183
Si 8.2061 4.1637 17.3764
Si 6.3079 4.0458 11.992
Si 6.301 6.5057 16.666
Si 2.2531 1.9533 16.4764
Si 4.428 6.1565 11.4633
Si 9.7169 10.9522 15.4683
Si 9.7659 -2.247 23.5629
Si 10.0334 5.6661 15.3254
Si 8.6621 2.8949 24.8134
Si 11.8603 1.0654 14.4518
Si 14.5617 1.3476 19.3347
Si 12.201 3.7865 14.7754
Si 10.2301 -0.9194 21.1521
Si 4.9207 1.4747 17.3796
Si 14.2607 -4.1079 23.9979
Si 5.1949 6.4949 19.4192
Si 5.7255 5.9564 13.8829
Si 13.4046 10.8459 21.5201
Si 7.7929 1.0148 16.917
Si 7.3225 7.587 24.3133
Si 15.4116 8.4889 21.4443
Si 8.8632 8.2897 16.2802
Si 11.2871 7.0136 24.1106
Si 5.7766 -1.5146 23.1784
Si 8.8216 5.4525 22.9268
Si 3.0345 10.534 24.2646
Si 8.5013 0.222 23.1025
Si 7.4911 4.7959 20.2348
Si 9.476 10.4614 18.1394
O 11.2049 8.6337 23.8661
O 6.1801 -2.9179 23.8707
O 10.1964 10.4398 19.5636
O 2.7642 8.5745 -1.7267
O 2.6295 10.9995 25.7419
O 4.6568 -0.8219 24.1308
O 6.3598 -0.4943 -0.208
O 6.34 -2.8777 -1.3301
O 13.904 -0.2162 23.0038
O 6.3645 2.3907 -0.3242
O 12.8387 -4.8887 23.7733
O 10.2623 -3.0843 -1.4072
O 9.4992 -0.7069 24.0275
O 10.0977 -0.5904 -0.2768
O 10.0319 2.2757 -0.3794
O 9.4223 4.5274 -1.4238
O 6.7306 4.7953 -1.2663
O 10.2379 0.4174 10.2492
O 2.9619 6.4667 10.8648
O 2.5036 0.3687 10.104
O 2.5067 -2.4851 10.1647
O 10.2639 6.2129 23.11
O 4.3811 5.0799 19.3973
O 9.988 7.1764 15.9152
O 6.2526 0.4161 10.0877
O 10.8084 -0.1633 14.3576
O 5.0075 4.6483 11.167
O 11.5819 5.2164 15.176
O 6.2733 -2.2891 9.9906
O 9.3043 6.9222 11.5833
O 11.143 2.5121 14.8222
O 11.0166 2.7487 11.2932
O 5.3275 6.3143 15.3918
O 7.0967 6.7178 13.3588
O 5.9818 4.3363 13.5848
O 8.4435 4.4921 18.9478
O 5.6517 7.0766 10.9304
O 7.7584 4.7918 11.7334
O 9.9811 -2.3854 10.3372
O 4.2277 0.5503 18.5514
O 5.4308 7.0448 17.9094
O 10.4865 10.8921 16.9254
O 8.5476 12.0827 15.5526
O 2.1596 2.7635 11.101
O 1.4207 0.8201 15.6341
O 13.3777 3.4125 15.8477
O 4.393 6.4101 13.064
O 5.2914 2.9028 18.0862
O 6.2075 0.7804 16.7285
O 9.0049 8.9384 17.7753
O 13.8091 0.3969 20.3898
O 6.3288 3.6305 20.4082
O 6.8988 5.0294 16.9558
O 6.429 2.5361 11.4461
O 8.0771 2.5711 17.2011
O 3.7188 2.6087 20.141
O 12.5239 1.2469 12.9746
O 2.4784 3.4727 -0.4439
O 15.1597 7.3705 22.6308
O 8.8038 4.2303 23.9526
O 6.6642 6.212 20.098
O 2.504 9.0131 24.2173
O 7.0309 -0.5023 22.9464
O 2.5018 6.316 -0.4734
O 8.286 0.0397 18.1425
O 9.4107 4.6537 16.4222
O 9.0421 9.4942 15.182
O 1.1121 3.8639 13.201
O 8.569 4.8816 21.4381
O 8.7152 -3.1448 24.3828
O 3.8364 1.7235 16.1956
O 9.613 -2.2388 21.92
O 13.5583 1.8627 18.1124
O 9.3491 5.5367 13.8491
O 16.5917 9.5822 21.7847
O 9.2646 0.3189 21.6475
O 7.5447 6.4214 23.2149
O 11.7853 -0.7526 21.5624
O 8.3779 1.664 23.7815
O 7.414 7.593 16.2339
O 14.0608 9.3799 21.1646
O 15.874 7.6434 20.1555

Results
free energy: -50299.021 eV
free energy less fixed offsets of O -463.61, Si -117.95 eV per atom: -16.201 eV
pressure: -1.93 GPa
stress xx, yy, zz, yz, xz, xy (GPa, positive in tension): 1.16, 3.06, 1.58, 0.02, -0.03, 0.4

Forces (eV/angstrom), in the order of the atoms: element, x, y, z
Si 0.0634 -0.1861 -0.5472
Si -0.1549 -0.2061 -0.8208
Si 0.0537 0.0126 -0.6555
Si -0.078 0.1513 -0.5889
Si 0.0941 -0.0257 -1.2008
Si 0.0443 -0.1046 -0.7633
Si 0.0085 0.3182 -0.6315
Si -0.0357 0.0095 -1.063
Si -0.0458 -0.1094 -0.7407
Si 0.0107 0.0392 0.0279
Si -0.3558 0.1653 -0.1908
Si 0.133 -0.0548 -0.3389
Si 0.057 0.0318 -0.0189
Si 0.217 -0.0547 0.0073
Si 0.0053 -0.0152 -0.1488
Si 0.0689 -0.0674 -0.126
Si 0.1632 0.0389 -0.1593
Si -0.1079 -0.1423 -0.316
Si 0.0077 -0.1925 -0.0106
Si 0.0978 0.0622 0.3449
Si -0.0204 0.0619 0.0997
Si 0.0106 -0.0767 0.3405
Si -0.0234 -0.0272 0.4498
Si -0.0298 0.0875 -0.2215
Si 0.0989 0.0274 -0.0655
Si -0.1083 0.135 0.2229
Si 0.001 0.0238 0.0033
Si -0.0722 -0.0378 -0.1165
Si -0.0639 -0.1727 0.0052
Si 0.0698 0.0297 -0.1207
Si 0.1419 -0.0707 -0.1544
Si 0.0111 0.0055 -0.0598
Si -0.1076 0.0464 0.059
Si -0.1626 -0.0629 -0.1102
Si 0.0209 0.0501 0.0052
Si 0.1552 0.0767 0.074
Si 0.0146 0.0156 0.0176
Si -0.0061 0.1402 0.1328
Si 0.0336 -0.0024 -0.0184
Si -0.0497 -0.1425 0.032
Si -0.0757 0.0995 0.0992
Si 0.043 -0.0064 -0.069
Si -0.0335 -0.0723 -0.0325
Si 0.1381 0.1782 0.0993
Si -0.049 -0.0622 -0.0367
Si 0.0327 -0.2352 -0.364
Si -0.0204 0.2542 -0.2237
Si 0.0131 -0.0739 0.18
Si 0.0192 0.0525 -0.2649
Si 0.0416 0.1325 -0.1551
Si 0.0401 0.0122 0.0747
Si -0.0592 -0.2181 -0.1202
Si -0.0543 0.0043 -0.3094
Si -0.0398 -0.0814 0.1782
Si 0.0428 -0.0324 0.1489
Si -0.0919 -0.1127 0.094
Si -0.0189 0.0944 0.1865
Si -0.028 0.0162 0.3167
Si 0.0112 -0.143 0.2362
Si -0.1996 0.044 0.203
Si 0.0015 0.2023 0.1745
Si 0.0533 -0.0054 0.1951
Si 0.2256 0.1735 0.1125
Si -0.0169 -0.1502 0.9882
Si -0.0318 -0.224 0.5664
Si 0.2529 0.2073 0.7424
Si 0.0726 -0.1378 0.9957
Si -0.0701 -0.508 0.5198
Si -0.0529 0.2703 1.0267
Si -0.0619 -0.0513 0.7658
Si 0.2391 -0.2572 0.4047
Si -0.217 0.4257 0.3458
Si -0.0782 0.0402 0.164
Si -0.0398 0.0447 0.0847
Si 0.1296 0.0731 0.3135
Si 0.0867 0.1453 0.0131
Si -0.1228 0.0111 0.2305
Si -0.3311 0.0705 -0.1647
Si -0.0942 0.0866 -0.1557
Si 0.0551 0.1412 0.2963
Si 0.2248 0.0118 -0.3553
Si -0.0443 0.1593 -0.1146
Si 0.2935 -0.0258 -0.0114
Si 0.0118 0.0331 -0.2973
Si -0.1534 -0.1141 -0.0238
Si -0.2597 -0.1717 0.0662
Si -0.0628 0.206 0.042
Si -0.0726 -0.0184 0.007
Si -0.0386 -0.1065 -0.2466
Si -0.1774 0.0361 -0.2996
Si -0.0215 0.3549 -0.0227
Si -0.2769 0.1086 0.219
Si -0.1584 -0.1153 0.0972
Si 0.0789 -0.1165 -0.0991
Si 0.0154 0.0273 -0.4405
Si 0.0575 0.0737 -0.0707
Si 0.0201 -0.0002 -0.0838
Si 0.1146 0.0617 -0.4489
Si 0.0193 0.126 -0.1559
Si -0.0207 -0.0257 -0.0526
Si 0.249 0.1344 -0.1715
Si 0.0138 -0.1014 0.0007
Si 0.2737 0.1118 0.1907
Si 0.233 -0.0932 0.3688
O -0.2407 -0.2623 0.1189
O 0.1528 -0.0063 0.0927
O -0.1565 0.054 -0.0998
O -0.1884 -0.1303 0.6071
O 0.125 0.1248 0.4154
O -0.1817 -0.2256 -0.0609
O -0.196 -0.236 0.6226
O 0.0225 0.3289 0.2997
O 0.0192 -0.2761 0.0024
O -0.0996 0.1524 0.7693
O 0.035 0.194 0.2752
O -0.0399 0.4376 0.4844
O -0.1316 -0.1747 -0.2119
O 0.1238 -0.3044 0.6104
O 0.0722 0.3876 0.669
O -0.0624 -0.2046 0.3378
O 0.0071 -0.306 0.3679
O -0.0185 0.4147 -0.5698
O -0.0126 0.2618 -0.3538
O -0.0395 0.4537 -0.6999
O -0.051 -0.3151 -0.8443
O -0.0348 0.0748 0.2583
O 0.2995 -0.1709 0.0126
O -0.2924 -0.0519 -0.0127
O 0.0726 0.4495 -0.6808
O -0.0446 0.2259 0.3122
O 0.1759 0.0783 0.1642
O -0.207 -0.2322 -0.0464
O -0.0257 -0.4246 -0.8994
O 0.105 0.0315 -0.4686
O 0.4008 -0.1134 -0.1001
O -0.1174 -0.3329 -0.3685
O 0.4432 -0.1062 -0.0051
O 0.0835 -0.2827 -0.0834
O 0.0791 0.3944 -0.5031
O -0.3181 -0.0462 -0.0982
O -0.1308 -0.1519 -0.3756
O -0.1551 0.0087 0.0465
O 0.1019 -0.3067 -0.5733
O -0.0466 0.4821 -0.1048
O 0.1714 -0.3005 0.1131
O -0.5292 -0.0559 -0.1388
O 0.0826 -0.1124 0.3564
O -0.0157 -0.2747 -0.3869
O -0.0658 0.2606 0.0024
O -0.1397 -0.3347 -0.0423
O 0.4235 -0.2957 -0.3709
O -0.1066 -0.1216 0.1306
O 0.0412 0.2028 0.2144
O 0.0408 0.2276 -0.2543
O 0.1564 0.0964 -0.0684
O -0.1352 0.2222 -0.3079
O 0.1767 0.0087 0.054
O -0.0059 0.2101 -0.5932
O -0.0722 -0.0744 0.001
O 0.2029 -0.0309 -0.3443
O -0.2045 0.3942 -0.0638
O -0.0387 -0.4929 0.7315
O -0.1237 0.1994 0.2017
O -0.0535 -0.0355 0.0748
O -0.1532 -0.3443 -0.191
O 0.1136 -0.0439 0.0267
O 0.133 -0.1124 0.1372
O -0.062 0.3452 0.6464
O 0.0667 0.0054 -0.3135
O -0.2395 0.0669 0.0139
O 0.0733 0.092 0.3817
O -0.1999 -0.3048 0.0396
O -0.2238 0.0481 -0.0289
O -0.0271 -0.0288 -0.0095
O -0.0394 -0.0346 0.4279
O 0.1326 0.2494 0.3369
O 0.3812 -0.0651 -0.0543
O -0.1029 0.121 0.0116
O -0.1781 -0.1869 0.2539
O 0.0814 -0.2873 0.1666
O 0.1814 0.0629 0.2643
O 0.06 0.0065 -0.0268
O 0.1244 0.2571 0.3815
O 0.1343 -0.1363 0.1073
O 0.1136 0.1288 0.1634
O 0.0996 -0.1655 0.0504
